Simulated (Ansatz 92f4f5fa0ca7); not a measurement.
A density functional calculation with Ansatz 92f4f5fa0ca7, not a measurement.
Periodic cell of 228 atoms, Si140O88, from a study of silicon, its oxide and their interface. The atomic structure is a simulated model.
This geometry differs little from another in the collection (a relaxation step or a small displacement).

Settings
functional: r2SCAN
potential files: Ansatz PAW
basis: plane waves
wave-function cutoff: 800 eV
density cutoff ratio: 5
exchange-correlation grid ratio: 1
k mesh: 1 x 1 x 1, shifted by 0.5 0.5 0 of a step
self-consistency stop: 1e-10 eV per atom in the density residual
occupations: fixed
spin: none
net charge: 0

Cell vectors (angstrom)
a  10.887  0  0
b  0  10.887  0
c  0  0  33.3267

Atoms: element, x, y, z (angstrom)
Si  -0.2467  0.3291  0.1004
Si  1.3636  1.5323  1.28
Si  3.5373  8.9378  1.6658
Si  11.6426  9.8563  -2.4982
Si  4.1831  -4.4964  -8.4441
Si  9.9082  7.2894  -2.1966
Si  5.2335  5.9441  -0.1225
Si  9.5787  9.6538  1.5071
Si  4.0891  4.2772  1.2009
Si  2.4752  3.1564  -0.0986
Si  1.8318  7.3166  1.6951
Si  4.3545  8.2291  -0.382
Si  6.6004  1.1777  1.3144
Si  10.8858  2.7918  2.7194
Si  8.0552  5.3939  2.7773
Si  6.8265  6.8069  1.4078
Si  -1.2887  4.3097  1.4151
Si  2.6177  0.0153  2.6324
Si  0.0005  8.2369  2.8208
Si  2.7828  5.4712  2.793
Si  5.3098  2.7129  2.5835
Si  8.1111  0.0487  2.7751
Si  5.418  8.1  2.8367
Si  8.1322  8.3737  0.2654
Si  1.3529  4.1251  4.096
Si  3.9952  1.3729  4.0046
Si  1.3221  9.6091  4.1514
Si  4.1397  6.7291  4.2235
Si  6.711  3.9876  4.0567
Si  9.5135  1.4086  4.0854
Si  6.7661  9.5454  4.1128
Si  9.478  6.807  4.0675
Si  -0.041  0.0466  5.5007
Si  2.6854  2.7192  5.4448
Si  -0.0133  5.4891  5.4247
Si  2.7271  8.1895  5.4324
Si  5.397  0.0489  5.3977
Si  8.1395  2.7319  5.4299
Si  5.463  5.3507  5.5346
Si  8.1446  8.1694  5.4586
Si  1.3491  1.3778  6.8411
Si  4.0637  4.0303  6.8625
Si  1.3598  6.8298  6.784
Si  4.0835  9.549  6.7653
Si  6.7868  1.3595  6.7761
Si  9.5184  4.107  6.7533
Si  6.8218  6.7784  6.8317
Si  9.5107  9.5235  6.8381
Si  -0.0284  2.7668  8.1394
Si  2.7431  -0.0165  8.1552
Si  0.0227  8.1552  8.1787
Si  2.7025  5.463  8.1583
Si  5.4625  2.6773  8.195
Si  8.1278  0.0117  8.1605
Si  5.4246  8.1804  8.1223
Si  8.2115  5.4276  8.1689
Si  1.3396  4.1005  9.5073
Si  4.1203  1.2916  9.5411
Si  1.4148  9.5006  9.5198
Si  4.0706  6.8429  9.4987
Si  6.8557  4.0558  9.5126
Si  9.5014  1.405  9.4866
Si  6.7744  9.517  9.5008
Si  9.5806  6.7569  9.5358
Si  0.0208  0.0257  10.7435
Si  2.7266  2.7026  10.7766
Si  0.0441  5.4231  10.9668
Si  2.7552  8.164  10.9647
Si  5.4592  -0.0609  10.9636
Si  8.192  2.7264  10.9525
Si  5.4794  5.4667  10.7613
Si  8.1633  8.1373  10.774
Si  1.3725  1.3401  12.124
Si  4.1149  4.0898  12.03
Si  1.4149  6.7828  12.3419
Si  4.1273  9.478  12.4091
Si  6.8399  1.3196  12.296
Si  9.5765  4.067  12.3662
Si  6.8278  6.7896  12.1485
Si  9.5502  9.5292  12.0099
Si  0.1036  2.6288  13.636
Si  2.684  0.0543  13.6069
Si  -0.0505  8.2567  13.473
Si  4.6803  6.1603  14.8926
Si  5.4016  2.7742  13.4676
Si  7.3752  -1.8319  14.8214
Si  5.5598  8.0368  13.7028
Si  9.1086  7.3547  14.7982
Si  3.9521  2.4671  22.581
Si  6.4156  4.46  14.7459
Si  0.8984  9.9602  14.7906
Si  1.9112  3.5927  14.7986
Si  3.6257  1.8948  14.7388
Si  10.0743  0.7827  14.7957
Si  4.2584  6.0002  17.2254
Si  8.1735  5.5194  13.614
Si  -0.5623  -3.7812  16.8002
Si  2.8786  5.3458  13.566
Si  -1.7516  -4.3287  19.5943
Si  9.795  11.1234  17.0907
Si  15.3317  -9.559  16.8234
Si  6.8353  7.7165  23.8981
Si  6.1525  3.7312  17.6737
Si  8.295  10.7877  13.5191
Si  -10.4355  -1.5842  17.0601
Si  17.8831  -2.7342  20.9824
Si  8.2562  3.6763  19.9769
Si  2.2711  26.6432  23.0665
Si  13.7925  10.6476  27.3533
Si  17.1632  9.541  32.8478
Si  -9.3583  3.3638  24.8512
Si  1.4836  4.627  16.8535
Si  31.1427  -4.7062  24.2165
Si  8.4065  -3.236  28.48
Si  0.2494  -1.0548  22.4664
Si  7.9219  10.214  22.7676
Si  17.7666  10.1034  16.8627
Si  -5.8435  -2.384  18.8065
Si  17.8617  2.3454  22.5521
Si  0.1487  -4.0711  21.7845
Si  13.6325  10.5416  18.8553
Si  -11.1321  6.9347  26.8342
Si  8.4825  2.4698  32.5749
Si  3.0186  16.7681  29.666
Si  23.1932  0.4061  24.8474
Si  4.2697  3.4578  25.5938
Si  6.268  -2.3157  30.1206
Si  11.477  27.4691  33.014
Si  -0.6063  12.8122  26.2855
Si  2.2185  18.3824  27.1247
Si  0.1454  13.4582  18.9375
Si  14.3115  -2.3354  30.8367
Si  5.8662  16.3977  30.8654
Si  12.8508  11.7619  20.7126
Si  8.3715  15.9431  27.5972
Si  0.4925  -9.7301  28.8973
Si  13.3051  13.9252  30.2154
Si  26.5243  12.8965  28.2755
Si  -2.6505  -7.3272  25.0023
Si  -3.8279  14.3865  29.9301
O  0.5411  -4.9638  -16.7601
O  7.7172  4.3492  -7.0237
O  11.5184  -0.4609  -1.0079
O  16.343  -8.5678  -11.3314
O  10.4961  16.5017  0.9845
O  -12.1572  18.9721  -5.8654
O  15.6968  4.9913  -7.8707
O  -1.9895  29.5369  -1.0505
O  -0.6424  1.7652  -5.4239
O  17.4937  -22.9415  -2.0973
O  13.2391  20.628  -2.802
O  6.0751  2.3766  -4.1377
O  -5.1818  11.2031  -16.7038
O  13.975  1.2748  -11.4767
O  -20.55  -16.0975  22.1473
O  20.201  -4.2642  17.9961
O  12.4822  -1.3294  18.2329
O  2.6583  -3.7506  30.6014
O  17.1887  -1.8362  17.9506
O  7.9385  2.7457  31.0839
O  -5.9086  24.3951  17.6471
O  4.9998  2.7185  26.8269
O  9.1878  -18.0128  33.2434
O  7.2199  -7.5935  18.7968
O  -2.0324  -8.7249  25.563
O  18.0854  9.7093  21.4012
O  14.2174  -4.8982  23.5715
O  -0.3658  -9.6293  18.1368
O  2.1118  26.3924  30.0655
O  19.2057  7.835  20.1207
O  7.5596  0.8835  22.9223
O  4.2734  -8.2997  24.2004
O  18.2136  8.7906  28.8976
O  11.6522  3.6564  17.925
O  -7.6637  -10.211  17.6726
O  7.2301  34.8612  33.5475
O  11.5327  -2.5484  21.9802
O  12.5223  1.869  24.1462
O  16.7832  10.9142  33.6871
O  9.5073  12.1024  32.6246
O  14.0326  3.819  22.1725
O  -7.9392  2.6715  31.7203
O  -2.6722  -0.0459  17.4683
O  6.8359  7.2809  22.3355
O  7.2789  -12.4834  23.9605
O  24.4893  0.0272  25.7498
O  19.0333  -6.8235  28.852
O  13.5839  -7.3098  25.9699
O  1.2628  2.1938  20.0465
O  27.4381  7.854  20.138
O  15.4464  -5.4535  29.877
O  9.2945  15.4478  24.2651
O  -6.2076  8.7156  29.774
O  -9.1555  33.2757  28.0388
O  3.5186  13.516  29.1149
O  1.1266  -11.6589  23.7986
O  -0.0362  21.6868  29.7798
O  38.0525  -3.4675  24.5563
O  18.441  -4.4451  27.8119
O  2.7392  28.1408  28.1646
O  12.4455  -3.9517  33.4128
O  -1.1376  -7.6908  19.6599
O  28.8569  14.1021  23.9263
O  2.879  5.1821  17.4821
O  0.7398  21.7978  21.3734
O  24.4009  19.9251  27.578
O  19.1659  -5.604  20.0719
O  3.1082  18.0523  25.811
O  -9.8648  -19.4918  29.926
O  -21.9703  -4.9124  31.6405
O  -3.0362  -7.8633  21.3862
O  16.352  5.1734  17.9631
O  -11.8255  -16.2621  27.3924
O  9.5378  31.7661  22.7188
O  23.1095  15.1674  32.8944
O  4.3071  -10.4461  27.9173
O  15.0663  -3.4494  17.9617
O  11.1269  3.2422  25.8345
O  6.4884  28.8049  30.6446
O  25.8222  9.6756  19.2654
O  9.1055  6.9826  29.7821
O  21.3999  -4.097  25.2053
O  10.9528  22.3388  25.728
O  -1.1596  17.5042  22.7129
O  -2.9404  17.6999  24.6479
O  10.9863  8.4092  30.7505
O  10.6177  17.4619  20.244
O  -4.01  14.7317  16.2223

Results
free energy: -139737.663 eV
free energy less fixed offsets of O -570.45, Si -639.56 eV per atom: 0.337 eV

Forces (eV/angstrom), in the order of the atoms: element, x, y, z
Si  -0.0019  -0.0007  0.0007
Si  -0.0019  0.0002  0.0005
Si  -0.0007  0.0031  0.0001
Si  0.0012  -0.0002  0.0076
Si  0.0005  0.0018  -0.0002
Si  -0.0014  -0.0008  0.0061
Si  -0.0014  -0.0006  -0.0012
Si  0.0006  0.0004  0.0007
Si  0.0013  -0.0004  0.0004
Si  0.0005  -0.002  -0.0009
Si  -0.0006  -0.0021  0.0029
Si  0.003  -0.0022  -0.0005
Si  -0.0014  -0.0002  -0.0006
Si  -0.0011  0.0009  -0.0011
Si  -0.0026  -0.0012  0.0008
Si  -0.0027  -0.0002  0.0013
Si  -0.002  -0.0054  -0.0002
Si  0.0003  0.0003  -0.0017
Si  -0.0012  -0.0011  -0.0016
Si  0.0003  -0.001  0.0003
Si  -0.0003  -0.0002  -0.0001
Si  -0.0005  0.0011  0.0006
Si  0.0003  -0.0013  -0.0019
Si  -0.0009  -0.0015  -0.0012
Si  0  -0.0017  0.0002
Si  -0.0006  -0.001  0.0008
Si  -0.0006  0.0011  0.0002
Si  -0.0004  0.0005  0.0001
Si  -0.0009  0.0007  0.0001
Si  -0.0004  0  0.0004
Si  0  -0.0016  -0.0008
Si  -0.0011  0.0006  0.0006
Si  0.0006  0.0001  0.0005
Si  0.0004  0.0001  0.0001
Si  -0.0005  -0.001  -0.0002
Si  -0.0005  -0.0021  -0.0016
Si  0  0.0003  -0.0005
Si  -0.0005  -0.0013  -0.0004
Si  0.0011  -0.0004  -0.0005
Si  0.0002  0.0008  0.0012
Si  -0.0007  -0.0003  -0.0001
Si  -0.0001  -0.0011  -0.0001
Si  -0.0009  0.0004  -0.0004
Si  -0.0012  0.0005  0.0001
Si  -0.0003  0.0008  -0.0009
Si  -0.0012  -0.0009  -0.0006
Si  0  -0.001  0.0005
Si  -0.0015  -0.0002  0.0002
Si  -0.0001  -0.0002  -0.0002
Si  0.0013  -0.0002  -0.0005
Si  -0.0005  -0.0009  -0.0001
Si  -0.0005  -0.0004  -0.0003
Si  0.0001  -0.0007  0.0002
Si  0.0002  0.0003  0.0002
Si  -0.0001  0  0.0002
Si  0  -0.0002  0.0002
Si  0.0002  -0.0006  -0.0001
Si  -0.0007  0.0005  -0.001
Si  -0.0001  -0.0003  -0.0001
Si  -0.0003  -0.0006  0
Si  0.0002  -0.0007  -0.0003
Si  -0.0009  -0.0008  0.0005
Si  -0.0001  0.0001  -0.0001
Si  -0.0002  0.0002  -0.0009
Si  0.0005  0.0009  0
Si  -0.0011  -0.0002  0
Si  -0.0004  -0.0012  0.0011
Si  0.0016  0.0003  0.0015
Si  0.0012  -0.0002  0.001
Si  0.0006  0.0003  0.0022
Si  0.0003  0.0008  0.001
Si  -0.0008  -0.0001  -0.0003
Si  0.001  0.0008  -0.0012
Si  0.0009  -0.0006  -0.0006
Si  0.0011  0.0006  0.0014
Si  -0.001  -0.0009  -0.0008
Si  0.0002  0.0004  0
Si  -0.0011  0.0003  0.0001
Si  0.0008  0.0002  0.0012
Si  -0.0007  0  -0.001
Si  0.0012  0.0022  0.0014
Si  0.0018  -0.0025  -0.002
Si  0  0.0016  0
Si  0.0005  0.0018  0.0001
Si  0.0004  0.001  0
Si  0.003  -0.0009  0.004
Si  -0.0021  -0.0008  -0.0015
Si  -0.0003  0.0022  0.002
Si  -0.0003  -0.0034  -0.0012
Si  0.0013  0.0003  0.0028
Si  -0.002  -0.0023  0.0025
Si  0.0002  -0.0005  0.0028
Si  0.0005  -0.0008  0.0035
Si  -0.0043  -0.0003  0.003
Si  -0.0003  0.003  -0.0032
Si  -0.0013  -0.0019  -0.0018
Si  0.0016  -0.0057  0.0001
Si  -0.0001  0.0013  0
Si  0.0012  -0.0007  -0.0055
Si  0.003  -0.0013  -0.0057
Si  -0.0005  -0.0023  -0.0025
Si  0.0011  -0.0009  -0.001
Si  0.0005  0.0022  -0.0057
Si  0.0017  0.0003  -0.001
Si  0.0033  0.0011  0.0043
Si  0.001  -0.0023  -0.0054
Si  0.0004  0.0004  -0.0077
Si  -0.0034  0.002  -0.0041
Si  -0.0001  0.0006  0.0041
Si  -0.0015  -0.0002  -0.0012
Si  -0.0035  -0.0005  0.0044
Si  -0.0003  0.002  0.0011
Si  -0.0004  -0.0018  0.0007
Si  -0.0029  -0.0011  0.0063
Si  -0.0006  -0.0015  -0.0021
Si  -0.0015  -0.0003  -0.0038
Si  -0.0005  -0.0001  -0.0009
Si  0.0006  0.0018  -0.0118
Si  0.0023  -0.0003  -0.0039
Si  -0.0013  -0.0005  -0.0055
Si  -0.0007  -0.0002  -0.0099
Si  -0.0036  -0.0012  0.0023
Si  -0.0013  -0.0012  0.0046
Si  0.0022  -0.0025  0.0075
Si  -0.001  -0.0033  0.0022
Si  0.0038  -0.0033  0.0027
Si  0.0013  0.0005  0.0081
Si  0.001  -0.0014  0.004
Si  -0.0024  -0.0016  0.0132
Si  0.0001  -0.0027  0.0043
Si  -0.0034  0.001  -0.0085
Si  0.0034  -0.0012  0.0077
Si  0.0012  -0.0047  0.0078
Si  0.0001  -0.0002  -0.0057
Si  -0.0022  -0.0021  0.0074
Si  -0.0019  -0.0009  0.0088
Si  0.0002  0  0.008
Si  0.0025  0  0.0088
Si  -0.0016  0.0003  0.0004
Si  -0.0018  0.0016  0.0064
O  -0.0027  0.0026  0.0029
O  -0.0001  -0.0017  -0.0034
O  0.0006  -0.0014  -0.0046
O  -0.0004  -0.0007  0.0027
O  0.0011  0.0006  -0.0024
O  0.0025  -0.0015  -0.0014
O  -0.0036  -0.0015  -0.0014
O  0.0002  -0.0016  -0.0022
O  0.0007  -0.0017  -0.0009
O  -0.0028  -0.0027  -0.0042
O  -0.0033  0.0022  -0.0037
O  -0.0034  -0.0025  -0.0037
O  0  0.002  0.0016
O  0.0011  0.0014  0.0018
O  0.005  -0.0033  0.0039
O  0.0022  0.0022  0.003
O  0.005  0.002  0.0044
O  -0.0017  -0.0038  -0.0049
O  -0.0093  0.0002  0.0095
O  -0.0007  -0.0003  -0.0021
O  0.0005  0.0015  0.0001
O  -0.002  0.0009  -0.0043
O  -0.002  -0.0004  -0.0015
O  0.0041  0.0006  0.0056
O  0.0019  0.0001  -0.0007
O  0.0017  0.0006  0.0007
O  0.002  0.0002  0.0044
O  -0.0005  0.0056  0.0069
O  -0.0009  0.0002  -0.0022
O  0.0003  -0.0011  0.0013
O  0.0001  0.0002  0.0007
O  -0.0017  0.0021  0.0038
O  0.0008  -0.0016  -0.0032
O  0.0007  -0.0012  0.0027
O  0.0033  -0.0016  0.0038
O  0.0019  -0.0001  -0.0043
O  0.0025  -0.0005  0.002
O  0.0006  0.002  -0.0003
O  0.0003  -0.0011  -0.0019
O  -0.0009  0.0012  -0.0005
O  -0.001  0.0002  0.0042
O  -0.0015  -0.0003  -0.0057
O  0.0028  0.0005  0.0011
O  -0.0006  -0.0005  0.003
O  -0.0009  -0.0012  -0.0007
O  -0.0001  -0.0011  -0.0013
O  0.0028  0.0018  -0.0072
O  -0.0008  -0.0002  -0.0075
O  -0.0003  -0.0005  0.0014
O  0.0018  0.0022  -0.0014
O  -0.0062  0.0011  -0.0039
O  0  -0.0009  0.0008
O  -0.0004  0  -0.0043
O  0.0018  -0.0027  -0.0044
O  0.0006  -0.0014  -0.0023
O  0  0.0003  -0.0003
O  0.0006  0.0013  -0.0031
O  -0.0023  -0.0023  0.0007
O  0.0001  -0.0007  -0.0018
O  -0.0017  0.002  -0.0062
O  -0.0013  -0.0014  -0.006
O  0.0016  -0.005  -0.0028
O  0.0001  -0.0009  0.0006
O  -0.0034  -0.0021  0.001
O  -0.0014  -0.0017  0.0025
O  -0.0001  -0.0003  -0.001
O  0.0038  -0.0039  0.0007
O  0.0032  -0.0021  -0.0017
O  -0.001  -0.002  -0.0041
O  -0.0002  0.0009  -0.0008
O  -0.002  -0.0029  0.004
O  0.0002  -0.0003  0.0001
O  0.0005  -0.0004  -0.0018
O  0.0002  -0.0003  0.0005
O  0.0002  0.0003  -0.0005
O  -0.0019  -0.0008  -0.0019
O  0.0073  0.0067  0.004
O  0.0057  -0.0014  -0.0032
O  -0.0008  0.0044  -0.0041
O  0.0032  -0.0073  -0.0002
O  -0.0007  0.0005  -0.0052
O  -0.001  -0.0011  -0.0035
O  0.0009  -0.0002  -0.0024
O  0.0004  -0.0009  0.0021
O  0  -0.0013  -0.0003
O  -0.0002  -0.0007  -0.0025
O  -0.0016  0.0014  0.0033
O  0  -0.0005  0.0024

The program warned: the cutoff lies below the one the program advises for these potential files; the forces do not sum to zero within the program's tolerance; empty levels may hold ghost states of the PAW files; the exchange-correlation potential is rough where the density is thin.
